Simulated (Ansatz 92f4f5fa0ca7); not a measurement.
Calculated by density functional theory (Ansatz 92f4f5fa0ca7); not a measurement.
Periodic cell of 260 atoms, Si140O88H32, with a vacuum gap, from a study of silicon, its oxide and their interface. The atomic structure is a simulated model.

Settings
functional: r2SCAN
potential files: Ansatz PAW
basis: plane waves
wave-function cutoff: 800 eV
density cutoff ratio: 5
exchange-correlation grid ratio: 1
k mesh: 1 x 1 x 1, shifted by 0.5 0.5 0 of a step
self-consistency stop: 1e-11 eV per atom in the density residual
occupations: fixed
spin: none
net charge: 0
applied field: sawtooth along c, amplitude -0.015 V/angstrom in the program's sign convention, ramp centred at 0.9891 of c and 0.0218 of c wide, no dipole correction

Cell vectors (angstrom)
a 10.887 0 0
b 0 10.887 0
c 0 0 45.8281

Atoms and the computed forces on them: element, x, y, z (angstrom), force x, y, z (eV/angstrom)
Si 0.5598 -0.5939 30.7113 -0.0029 0.0007 -0.0014
Si 2.2828 3.053 30.5291 0.0008 -0.0007 -0.0019
Si 0.0566 5.2551 31.0819 0.0026 0.0017 0.0041
Si 2.73 8.0978 31.1319 -0.003 -0.0014 0.0009
Si 5.3802 -0.1786 30.7309 0.0005 -0.002 -0.0038
Si 8.1242 2.7414 30.9521 -0.0003 -0.0039 -0.0042
Si 4.9029 5.8661 30.7478 0.0007 -0.0037 -0.0029
Si 8.7527 7.4519 30.7341 -0.0008 0.0037 -0.0015
Si 1.3889 1.2903 31.9395 -0.0028 -0.0031 0.001
Si 3.9176 4.1061 31.9857 0.0027 0.0029 -0.0008
Si 1.366 6.6907 32.3622 0.0005 0.0001 -0.0078
Si 4.0907 9.5481 32.2903 -0.0026 -0.0015 -0.0001
Si 6.7342 1.2484 32.0667 0.0043 0.0004 -0.0099
Si 9.4591 4.021 32.3514 -0.0033 -0.0021 -0.0089
Si 6.8164 6.7215 31.9745 -0.0023 -0.0005 -0.0011
Si 9.6842 9.2829 31.9885 -0.0018 0.0019 -0.0011
Si 0.0096 2.5575 33.4636 -0.0036 0.001 -0.0121
Si 2.712 0.0779 33.5037 0.0035 -0.0033 -0.012
Si 0.0005 8.1046 33.6009 0.0047 -0.0068 -0.0096
Si 2.7443 5.3308 33.6057 -0.0059 0.0042 -0.0106
Si 5.3583 2.7055 33.3511 0.0003 -0.0024 -0.0137
Si 8.2236 -0.1401 33.3245 -0.0014 -0.0019 -0.0137
Si 5.559 8.1332 33.4561 0.0017 0.0058 -0.0131
Si 8.0609 5.4351 33.5428 0.0048 -0.0039 -0.0112
Si 1.3269 3.9719 34.8646 0.009 -0.0019 0.01
Si 4.0729 1.4015 34.8398 -0.009 0.0035 0.0008
Si 1.3728 9.5402 34.8491 -0.009 0.0019 0.0053
Si 4.1546 6.7678 34.8236 -0.0012 -0.01 0.0007
Si 6.7292 4.0166 34.8053 -0.0081 0.0038 0.0061
Si 9.5162 1.2327 34.7863 0.0057 -0.0021 0.0099
Si 6.8705 9.4978 34.8153 0.0013 -0.0106 -0.0011
Si 9.4603 6.7809 34.8908 -0.0052 0.0069 0.008
Si -0.0079 -0.0356 36.2149 0.0135 -0.0074 0.0169
Si 2.7139 2.6965 36.2442 -0.0047 0.0056 0.0134
Si -0.0314 5.3941 36.1806 0.0132 0.0006 0.0233
Si 2.7631 8.1561 36.1546 -0.0062 -0.0002 0.0217
Si 5.4647 0.0025 36.1384 0.0042 -0.0128 0.0243
Si 8.15 2.6637 36.1201 0.0141 0.0002 0.0297
Si 5.4548 5.4081 36.2132 -0.0039 0.0134 0.0172
Si 8.1623 8.1627 36.2474 0.0066 -0.0013 0.0132
Si 1.3435 1.3377 37.5736 -0.0029 0.0017 0.1747
Si 4.0716 4.0837 37.5622 -0.0142 -0.0187 0.1755
Si 1.358 6.7985 37.4976 -0.0071 -0.0026 0.1645
Si 4.0976 9.532 37.5234 -0.002 0.005 0.1854
Si 6.7942 1.3613 37.5222 -0.0236 -0.0064 0.1851
Si 9.4898 4.0478 37.5256 -0.0063 0.0009 0.1895
Si 6.7994 6.7889 37.5716 -0.0043 -0.0023 0.1789
Si 9.5266 9.5219 37.5798 -0.0203 -0.0167 0.1639
Si -0.0163 2.7265 38.8999 -0.0422 -0.1144 0.2954
Si 2.7243 -0.0098 38.9122 -0.008 0.0022 0.2106
Si 0.0234 8.1705 38.893 -0.0956 -0.0812 0.2994
Si 2.7124 5.4569 38.8764 -0.0361 -0.0023 0.3845
Si 5.4466 2.7328 38.9019 -0.0484 -0.044 0.2364
Si 8.1535 0.0233 38.8849 0.0256 -0.0961 0.3952
Si 5.441 8.1757 38.9015 -0.0189 -0.0471 0.286
Si 8.1724 5.4413 38.9149 -0.0928 -0.0773 0.228
Si 1.361 4.105 6.9119 0.1187 0.0463 -0.3248
Si 4.0757 1.3811 6.934 0.0079 0.041 -0.2812
Si 1.3507 9.5372 6.9617 -0.0652 0.0816 -0.1834
Si 4.0554 6.8199 6.9128 0.0241 -0.0554 -0.3668
Si 6.7905 4.1073 6.9511 0.0276 0.067 -0.272
Si 9.4947 1.3842 6.9239 0.0306 0.0004 -0.3886
Si 6.7988 9.5656 6.9178 0.0861 0.0753 -0.3655
Si 9.5423 6.8382 6.9267 0.0597 0.1893 -0.2995
Si -0.0452 0.0416 8.2919 0.0277 -0.0017 -0.1713
Si 2.7088 2.7469 8.2915 -0.0015 -0.0014 -0.1735
Si 0.0466 5.5019 8.2608 0.0107 0.0042 -0.2024
Si 2.7234 8.1666 8.295 0.009 0.0248 -0.1886
Si 5.4417 0.0316 8.2879 0.0081 0.0054 -0.1823
Si 8.1657 2.7536 8.295 -0.0011 0.0095 -0.1754
Si 5.4153 5.4892 8.2891 0.0169 0.0043 -0.1699
Si 8.1819 8.2409 8.2691 0.0115 0.0029 -0.1877
Si 1.3061 1.408 9.6396 -0.0033 0.0033 -0.0178
Si 4.0603 4.1207 9.6611 0.0041 -0.0044 -0.0238
Si 1.376 6.8362 9.6908 -0.0057 -0.0054 -0.0246
Si 4.0811 9.5383 9.6196 0.0022 0.0063 -0.0175
Si 6.7927 1.4006 9.6549 -0.0058 0.0025 -0.0224
Si 9.5647 4.1596 9.5668 -0.0139 -0.0047 -0.0147
Si 6.7801 6.9163 9.5832 -0.0089 -0.006 -0.0134
Si 9.4932 9.6029 9.7021 -0.0193 0.012 -0.024
Si 0.0078 2.8684 10.9935 0.0041 -0.0023 -0.0013
Si 2.6456 -0.0404 10.9151 0.0024 0.0099 -0.002
Si 0.0009 8.2281 11.0152 -0.0021 0.0038 -0.0117
Si 2.7475 5.4834 11.0732 0.0002 -0.0031 -0.0089
Si 5.4317 2.7583 10.9982 -0.0005 0.0041 -0.0071
Si 8.1212 0.0999 11.0916 0.0048 -0.0057 -0.0051
Si 5.475 8.2649 11.0271 0.0027 -0.002 -0.0076
Si 8.1935 5.5596 10.8225 -0.0043 -0.0014 -0.0014
Si 1.3655 4.1875 12.4776 -0.0108 -0.0013 0.0113
Si 3.9779 1.3387 12.209 -0.0042 -0.0068 0.0155
Si 1.3515 9.5223 12.4311 0.0051 0.0035 0.0154
Si 4.1574 6.8473 12.3795 0.0009 0.0091 0.0137
Si 6.8744 4.2215 12.1661 0.0084 0.004 0.0142
Si 9.4857 1.5631 12.3436 0.0028 0.0085 0.0139
Si 6.738 9.672 12.5132 -0.009 -0.0003 0.0102
Si 9.4614 6.8999 12.2798 -0.0019 -0.0074 0.0172
Si 0.1763 0.3636 13.5342 -0.0005 0.0019 -0.0173
Si 2.4842 2.4447 13.6165 0.0025 -0.004 -0.0199
Si -0.2806 5.4199 13.6675 -0.0036 -0.0026 -0.0097
Si 2.9564 8.2972 13.7459 0.0042 0.0035 -0.0155
Si 4.957 -0.1571 13.7306 -0.0006 0.0011 -0.0216
Si 8.3756 3.2299 13.6502 0.002 0.001 -0.0189
Si 5.8497 5.7499 13.5943 0.003 -0.0018 -0.013
Si 7.9649 8.058 13.6941 -0.002 -0.0016 -0.0138
Si 2.1554 -17.2172 23.6672 0.0029 0.0002 -0.0127
Si -0.7314 0.0174 22.9616 0.0037 -0.002 -0.0214
Si 18.2701 -3.0529 19.9723 -0.0013 0.0043 -0.0113
Si 4.2225 15.889 19.7933 -0.0012 0.0029 -0.0117
Si -3.5024 -1.5821 28.9688 -0.0047 0.0053 -0.0172
Si 0.9204 -1.9347 17.7347 -0.001 -0.0025 -0.0166
Si -4.4544 14.7842 15.8691 -0.0003 -0.0028 -0.0188
Si 15.0599 12.5901 28.3871 0.0032 -0.0046 -0.0189
Si -18.1646 -0.4842 26.0469 -0.0036 -0.0063 -0.0483
Si -11.9266 -6.1488 19.8523 0.0011 -0.002 -0.0152
Si 10.7468 2.2579 18.8853 -0.0009 0.0022 -0.0165
Si 17.1423 4.0613 28.6622 0.0043 0.0017 -0.0154
Si 9.2247 7.2036 24.7285 0.0067 -0.0004 -0.0219
Si -12.3106 22.573 29.1436 -0.0058 0.0059 -0.0119
Si 26.7807 4.5915 24.0558 -0.0031 -0.0009 -0.0172
Si 3.4195 -12.5148 23.2455 -0.0003 -0.0013 -0.0216
Si -12.4392 -9.6862 26.3439 0.0019 0 -0.0192
Si 34.1174 -6.2727 18.148 0.0008 0.0023 -0.018
Si 5.0678 17.8105 21.9324 0.0024 0.0025 -0.0235
Si 9.3985 9.844 15.8364 -0.0014 0.0013 -0.0227
Si -9.4455 6.5648 15.966 -0.0034 0.0018 -0.0176
Si -15.7946 19.5435 26.2681 -0.0007 0.001 -0.0161
Si 1.0056 -3.512 23.5216 0.0011 0 -0.0156
Si -1.2812 17.955 21.7978 -0.0006 -0.0037 -0.0176
Si 3.3507 10.8212 17.9948 -0.0001 0.0026 -0.0205
Si 4.3462 1.8888 15.9112 0.003 0.0002 -0.021
Si 16.8737 43.1813 19.1858 0.0021 0.0032 -0.0191
Si 25.7568 3.0138 21.9871 0.0014 -0.0012 -0.0139
Si 6.9555 5.6695 26.1317 0.0024 0.0027 -0.0258
Si 10.615 -0.4792 19.9025 -0.0012 -0.0001 -0.019
Si -2.8682 -0.917 24.8024 0.0044 -0.0009 -0.0188
Si -24.1926 11.456 18.1126 -0.0004 -0.0002 -0.016
Si -10.0351 21.7042 25.4303 -0.0028 -0.0001 -0.0113
Si 3.708 0.1983 20.935 0.0029 0.0015 -0.0197
Si 21.9352 2.4017 24.3896 0.0013 0.0019 -0.0152
Si 17.9963 5.352 18.4463 0.0003 -0.0023 -0.0175
O 6.1707 9.4484 30.0267 -0.0034 0.003 0.0102
O -13.1482 -0.4141 23.3699 -0.0051 -0.0014 0.0104
O 4.5084 3.6302 20.604 -0.0015 -0.0044 0.0097
O 1.0816 4.1986 30.2542 -0.0003 -0.0009 0.0018
O -7.9202 0.331 19.5155 -0.0008 0.0005 0.0094
O -25.3453 3.5285 29.7654 0.0045 -0.0018 0.0114
O 2.0303 10.0678 26.205 0.0048 0.0012 0.0036
O 2.8847 13.3724 29.0718 -0.0092 0.0056 0.0221
O 3.0026 -0.9276 21.8465 -0.0011 -0.0043 0.0156
O 3.9156 0.8553 26.9796 0.0021 0.0081 0.0174
O 14.96 6.2867 20.8006 0.0014 0.005 0.01
O 23.5571 16.9081 23.1896 0.0012 -0.0027 0.0011
O 5.3024 5.1971 29.312 -0.0034 0.0045 0.0083
O 42.4547 13.3381 25.427 -0.0046 -0.0018 0.0061
O 9.8864 6.3098 30.3215 -0.0017 -0.0011 0.0044
O 7.4786 13.8758 15.0064 -0.0042 0.0001 0.0105
O 4.8401 -0.7159 18.0863 0.0037 -0.0005 0.0083
O 9.1808 1.7215 27.8474 0.0003 -0.0038 0.0178
O -1.7151 -0.4103 19.1954 0.0013 0.0011 0.0108
O -14.6876 4.8319 27.5063 -0.0031 -0.0057 0.0174
O -8.0618 4.8621 18.989 0.0052 0.0031 0.0112
O -4.0002 17.7936 14.1357 -0.0003 0.0006 0.0062
O 14.8598 -1.3881 14.2276 -0.0034 -0.0001 0.0068
O 7.3983 -3.9556 18.6297 0.0003 0.0052 0.0066
O 0.2612 10.1839 24.0452 0.0033 0.0013 0.0118
O 16.4512 -5.7553 18.8947 -0.0061 0.0024 0.011
O 18.1158 4.8079 16.9357 0.0006 0.0028 0.0146
O 13.0579 8.4319 23.8427 0 0.0005 0.0048
O 5.5215 4.8647 14.9292 -0.0011 -0.0002 0.0071
O 13.3989 7.3896 15.0542 -0.0055 -0.0014 0.0065
O -2.2253 8.6316 15.0651 0.0014 0.003 0.0074
O 1.3298 1.3801 14.1024 -0.0011 0.0012 0.001
O -4.4542 7.2587 21.1438 -0.004 -0.0013 0.0088
O 8.0567 22.175 25.764 0.0009 0.0036 0.0159
O -12.8794 19.5756 25.292 -0.0018 0.0019 0.0134
O -7.4175 -6.2362 24.6444 0.0019 0.0012 0.0104
O -0.0085 0.025 29.286 0.0076 -0.0052 0.0184
O 19.2164 -0.1678 16.6754 -0.0025 0.0054 0.0179
O -1.0381 -5.3164 21.2338 0 0.0063 0.0086
O 27.8532 28.8182 26.2294 0 0.0029 0.0119
O 14.4928 1.4868 21.8539 -0.0014 0.0041 0.0093
O -12.4196 1.8214 30.3714 -0.0022 0.0039 0.0069
O -17.9384 -0.5228 24.3991 0 0.004 0.0052
O 0.1782 6.2836 14.9877 0.0043 0.0023 0.008
O -1.4641 1.8849 17.9878 0.0037 0.0017 0.0068
O -13.3354 6.0821 25.6015 -0.0048 -0.002 0.0071
O 13.4816 3.7518 22.3499 -0.0009 0.0027 0.0055
O -11.6095 21.6611 14.7889 -0.004 -0.0044 0.0074
O -3.9267 -10.0592 18.66 -0.0015 -0.0013 0.0062
O 11.9073 13.9284 18.0622 -0.0015 0.0005 0.0076
O -5.8223 3.2246 23.1797 0.0033 0.0045 0.0132
O -1.344 -6.6149 14.1495 0.0011 0.0034 0.0097
O -4.7432 4.6378 25.179 0.007 0.006 0.017
O 3.8054 -3.8238 30.3709 0.001 0.0001 0.0088
O 33.4701 -7.0293 24.2385 -0.002 -0.0021 0.0045
O 22.3361 9.149 19.3072 -0.0009 0.003 0.0108
O 37.2273 8.2157 22.7655 -0.0001 0.0045 0.0052
O 37.939 10.8629 20.6005 -0.0042 0.0024 0.0116
O -7.4614 12.1172 17.0522 -0.0032 -0.0057 0.0154
O 10.8514 -14.6837 24.749 -0.0013 -0.0012 0.0161
O 22.2393 0.8974 19.4753 -0.0006 -0.0027 0.0094
O -2.5648 4.6716 19.2878 0.0056 0.003 0.0081
O 19.7457 18.8092 20.6468 0.0034 0.0004 0.0078
O -22.1656 21.842 26.4359 -0.0035 0.0019 0.0192
O -11.3083 -11.4014 21.4936 0.0008 0.004 0.019
O 8.7409 7.0256 23.1782 -0.0003 0.0006 0.0121
O -2.6133 -11.1583 29.1905 0.0003 -0.0011 0.0166
O -9.6915 7.4341 17.3072 -0.0008 0.0022 0.0049
O 2.2428 -1.0671 17.3913 -0.0002 0.002 0.0043
O 4.4674 20.022 26.5721 0.0019 -0.0001 0.0026
O 6.5014 -12.3888 24.8916 -0.0022 -0.0008 0.0119
O -5.5459 2.8169 28.1222 -0.0007 0.0004 0.0093
O 17.7674 31.0125 19.4489 0.0027 -0.0046 0.0113
O -9.5657 1.4417 25.0243 0.0011 -0.0021 0.0094
O -10.7513 7.7456 22.2008 0.0041 0.0017 0.0168
O 21.4136 9.3639 16.866 0.0052 -0.0005 0.0162
O 3.3785 2.7661 14.946 0.0002 0.0005 0.0086
O 10.2711 3.1988 20.1204 0.0003 0.0021 0.0054
O 6.8889 9.2344 27.4588 0.0055 0.0021 0.0211
O -13.5469 -2.9189 29.2704 0.0027 -0.0064 0.0209
O -5.56 -5.0793 23.0532 0.0023 -0.0037 0.0095
O 21.343 1.6244 23.073 0.001 0.0039 0.0143
O -16.5999 11.6378 15.081 -0.0004 0.0029 0.0123
O 16.303 2.8805 16.6051 -0.0013 0.0003 0.0099
O 1.7025 9.1482 30.3134 -0.0013 0.0016 0.0058
O 4.6519 11.5297 29.5187 0.0026 -0.0045 0.0117
O 11.0116 5.3147 18.8367 -0.0046 0.0003 0.0036
O -9.0873 5.1283 16.6367 -0.0009 -0.004 0.011
H -0.8483 1.915 39.8323 0.3447 0.3065 -0.2212
H 0.8051 3.5487 39.8323 -0.3127 -0.2433 -0.2821
H 1.8924 -0.8214 39.8446 0.4104 0.2583 -0.2439
H 3.5342 0.8238 39.8446 -0.2558 -0.2941 -0.2775
H -0.8092 7.3596 39.8254 0.3485 0.2231 -0.2493
H 0.8331 9.0042 39.8254 -0.2655 -0.3842 -0.2803
H 1.8908 4.635 39.8088 0.2719 0.3183 -0.2532
H 3.5281 6.2848 39.8088 -0.3152 -0.2776 -0.2651
H 6.2591 3.5638 39.8344 -0.2633 -0.3359 -0.2803
H 4.619 1.9168 39.8344 0.3216 0.2506 -0.26
H 7.3287 -0.7954 39.8173 0.2926 0.3073 -0.2449
H 8.9693 0.8511 39.8173 -0.3303 -0.2973 -0.2581
H 4.6103 7.3629 39.8339 0.2683 0.3303 -0.2429
H 6.2531 9.007 39.8339 -0.2607 -0.3237 -0.2637
H 7.3362 4.6342 39.8474 0.3352 0.295 -0.2293
H 8.9862 6.2711 39.8474 -0.2003 -0.3387 -0.2894
H 2.1827 4.927 5.9795 -0.2774 -0.3915 0.2394
H 0.5396 3.2829 5.9795 0.2367 0.2844 0.305
H 4.9032 2.197 6.0015 -0.3258 -0.2851 0.2592
H 3.2658 0.5475 6.0015 0.2624 0.304 0.2725
H 2.1827 10.3488 6.0293 -0.3045 -0.2535 0.2896
H 0.5411 8.7035 6.0293 0.3066 0.3522 0.2778
H 3.2397 5.992 5.9803 0.3156 0.3376 0.2669
H 4.886 7.6327 5.9803 -0.2771 -0.2385 0.2858
H 5.978 3.2763 6.0186 0.2781 0.3231 0.2827
H 7.6266 4.9145 6.0186 -0.3 -0.2438 0.2706
H 8.6789 0.5564 5.9915 0.3004 0.3615 0.2696
H 10.3266 2.1958 5.9915 -0.2843 -0.2562 0.2776
H 5.9866 8.7343 5.9854 0.2528 0.2487 0.3067
H 7.6236 10.3843 5.9854 -0.4031 -0.2882 0.2273
H 10.3749 7.649 5.9943 -0.392 -0.3096 0.2048
H 8.7285 6.0084 5.9943 0.2337 0.2648 0.31

Results
free energy: -140240.417 eV
free energy less fixed offsets of H -15.71, O -570.45, Si -639.56 eV per atom: 0.303 eV

The program warned: the cutoff lies below the one the program advises for these potential files; the forces do not sum to zero within the program's tolerance; empty levels may hold ghost states of the PAW files; the exchange-correlation potential is rough where the density is thin.
